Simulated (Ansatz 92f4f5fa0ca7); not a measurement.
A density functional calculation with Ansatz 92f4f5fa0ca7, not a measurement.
Periodic cell of 234 atoms, Si146O88, from a study of silicon, its oxide and their interface. The atomic structure is a simulated model.
Doubt: the cutoff is far below the 930 eV that the study's wrapper takes by default for these files, so forces and energies are approximate.
This geometry differs little from another in the collection (a relaxation step or a small displacement).

Settings: functional PBE; potential files Ansatz PAW; basis plane waves; wave-function cutoff 580 eV; density cutoff ratio 5; exchange-correlation grid ratio 1; k mesh 1 x 1 x 1, Gamma-centred; self-consistency stop 5e-08 eV per atom in the density residual; occupations fixed; spin none; net charge 0.

Cell vectors (angstrom)
a  11.6015  0  0
b  0  10.938  0
c  0  0  32.7342

Atoms and the computed forces on them: element, x, y, z (angstrom), force x, y, z (eV/angstrom)
Si  0.0867  0.0289  23.8387  -0.0018  -0.0128  -0.0099
Si  3.8957  -0.2959  24.1528  0.0087  -0.0114  -0.0011
Si  7.7773  -0.0625  24.0013  0.0033  -0.0049  -0.0135
Si  2.1025  1.2689  23.9088  0.0049  0.0074  -0.0083
Si  5.7724  1.1037  24.3231  -0.0077  0.0169  -0.0158
Si  9.6689  1.3214  23.9723  -0.0033  0.0082  -0.0037
Si  -0.05  5.6482  23.8569  -0.0001  -0.0132  -0.0176
Si  3.8291  5.2464  23.955  -0.0071  -0.0092  -0.0089
Si  7.6888  5.2614  24.3966  -0.0098  -0.0185  0.0036
Si  2.0287  6.7241  24.1268  -0.0003  0.0076  0.0013
Si  5.8098  6.5977  24.1452  0.0043  0.0054  -0.0066
Si  9.5359  6.7643  24.1555  0.0008  0.0071  -0.0131
Si  1.985  2.6461  25.8776  0.0065  -0.0016  0.0083
Si  5.8476  2.6273  26.1132  0.005  0.0053  0.0024
Si  9.7707  2.642  25.9612  0.0049  0.0014  0.0056
Si  0.0635  4.0564  25.7503  -0.0042  -0.0008  0.0058
Si  3.9253  3.9821  25.9532  0.0047  -0.003  0.0048
Si  7.8153  3.926  26.241  -0.0003  -0.0006  0
Si  1.8403  8.1235  26.0275  0.0038  0.0022  0.0051
Si  5.7331  8.0967  25.9943  -0.0009  0.005  0.0048
Si  9.6245  8.2319  25.9798  -0.0005  0.0033  0.0047
Si  -0.0278  9.6002  25.8658  -0.0034  -0.0068  0.0051
Si  3.7852  9.4112  26.1033  -0.0111  -0.0003  0.006
Si  7.6624  9.4977  25.9351  -0.0026  -0.0041  0.0063
Si  0.0104  -0.0425  27.8728  0.0019  0.0007  -0.002
Si  3.8335  -0.0238  27.9222  0.0077  -0.0013  -0.0069
Si  7.7334  -0.0336  27.873  0.0033  0.0002  -0.0048
Si  1.9176  1.3548  27.8796  -0.0072  0.0024  -0.0077
Si  5.7884  1.2832  27.9925  -0.0075  -0.0014  -0.002
Si  9.6974  1.3152  27.9091  -0.0026  -0.0003  -0.0077
Si  0.0026  5.3904  27.8101  -0.0007  -0.0014  -0.0005
Si  3.8617  5.4277  27.8641  -0.0038  0.0027  -0.004
Si  7.7701  5.4832  27.9769  -0.0037  0.0019  -0.0006
Si  1.9024  6.7691  27.9345  0.0019  0.0003  -0.0047
Si  5.7999  6.7815  27.9332  0.0035  -0.0017  -0.005
Si  9.7084  6.825  27.8918  0.0031  -0.0009  -0.0036
Si  1.9336  2.7345  29.835  -0.0275  -0.0346  -0.1256
Si  5.8008  2.7345  29.835  -0.0301  -0.0274  0.2386
Si  9.6679  2.7345  29.835  0.0136  -0.0991  -0.0419
Si  0  4.1018  29.835  -0.0548  -0.1504  -0.3452
Si  3.8672  4.1018  29.835  -0.0399  -0.0829  -0.1479
Si  7.7343  4.1018  29.835  0.0736  -0.0672  0.4446
Si  1.9336  8.2035  29.835  -0.0291  -0.162  0.0849
Si  5.8008  8.2035  29.835  -0.032  -0.0525  0.0069
Si  9.6679  8.2035  29.835  0.1146  -0.0679  -0.0077
Si  0  9.5708  29.835  0.0488  -0.1276  -0.0947
Si  3.8672  9.5708  29.835  -0.0921  -0.1266  0.1373
Si  7.7343  9.5708  29.835  0.0628  -0.1331  -0.1668
Si  0  0  31.7686  0.01  0.0795  0.0016
Si  3.8672  0  31.7686  -0.0087  -0.0424  -0.0029
Si  7.7343  0  31.7686  0.013  0.0746  0.0226
Si  1.9336  1.3673  31.7686  0  -0.0991  -0.0366
Si  5.8008  1.3673  31.7686  0.0041  0.0547  0.0202
Si  9.6679  1.3673  31.7686  -0.0084  -0.0994  -0.0087
Si  0  5.469  31.7686  -0.0058  0.18  0.0062
Si  3.8672  5.469  31.7686  -0.0085  0.0419  -0.0181
Si  7.7343  5.469  31.7686  0.0058  -0.0995  0.066
Si  1.9336  6.8362  31.7686  -0.0036  -0.032  -0.023
Si  5.8008  6.8362  31.7686  0.0094  -0.0289  -0.0016
Si  9.6679  6.8362  31.7686  0.0005  -0.0701  -0.0158
Si  1.9336  2.7345  0.9679  -0.0773  0.157  0.0514
Si  5.8008  2.7345  0.9679  0.0398  0.0528  -0.005
Si  9.6679  2.7345  0.9679  0.0483  0.1366  0.1207
Si  0  4.1018  0.9679  -0.02  0.0307  0.0758
Si  3.8672  4.1018  0.9679  0.0169  0.1025  -0.0355
Si  7.7343  4.1018  0.9679  0.0204  0.1056  -0.0661
Si  1.9336  8.2035  0.9679  -0.0408  0.1226  0.0745
Si  5.8008  8.2035  0.9679  -0.0143  0.1429  0.0403
Si  9.6679  8.2035  0.9679  0.0488  0.1533  -0.057
Si  0  9.5708  0.9679  -0.0694  0.09  -0.0469
Si  3.8672  9.5708  0.9679  -0.0143  0.1336  -0.1692
Si  7.7343  9.5708  0.9679  0.07  0.0733  0.0394
Si  -0.0119  0.0282  2.895  0  -0.0007  0.0045
Si  3.8461  0.0695  2.8443  -0.0024  0.003  0.0055
Si  7.7685  0.0502  2.887  -0.0004  0.0017  0.0029
Si  1.9016  1.4051  2.918  0.001  0.0006  0.004
Si  5.8193  1.3845  2.899  0.0009  -0.0017  0.0037
Si  9.6749  1.4418  2.955  0  0.0004  0.001
Si  -0.0057  5.5008  2.9117  0.0013  -0.0005  0.006
Si  3.8617  5.5328  2.8673  0.0008  0.0004  0.0019
Si  7.7476  5.5302  2.8538  0.0026  0.0004  0.0038
Si  1.9178  6.8708  2.916  -0.0022  0  0.0006
Si  5.8162  6.8755  2.9131  -0.0008  0.0001  0.0003
Si  9.6802  6.879  2.9098  -0.0012  -0.0014  0.0016
Si  1.8875  2.8137  4.8473  0.0002  0.0056  -0.0061
Si  5.82  2.855  4.7554  0.0008  0.0027  -0.0028
Si  9.6263  2.8731  4.9054  0.0001  0.0033  -0.0024
Si  -0.0171  4.2195  4.91  -0.0026  -0.0023  -0.0064
Si  3.8471  4.1114  4.728  -0.0024  -0.0038  -0.0027
Si  7.7124  4.2977  4.8305  -0.0011  -0.0036  -0.0046
Si  1.9356  8.195  4.8896  0.0031  0.0038  -0.0036
Si  5.8363  8.3764  4.7643  0.0014  0.0042  -0.0031
Si  9.6966  8.2486  4.854  0.0058  0.0019  -0.0036
Si  0.0212  9.6441  4.852  -0.0039  -0.0035  -0.0055
Si  3.8569  9.6059  4.7055  0.0002  -0.0041  -0.0044
Si  7.8015  9.6865  4.8495  -0.0014  -0.0068  -0.0039
Si  -0.0201  0.1879  6.753  -0.0071  -0.0098  0.001
Si  3.9031  0.0961  6.5509  -0.0098  -0.0076  -0.0019
Si  7.7018  0.1849  6.764  -0.0061  -0.0067  0.0046
Si  2.0148  1.4224  6.7552  0.0074  0.0046  0.0065
Si  5.7984  1.5244  6.6848  0.0107  0.0076  0.0008
Si  9.6466  1.5845  6.9191  0.0067  0.0093  0.0049
Si  -0.0033  5.4994  6.967  -0.0012  -0.0099  0.0029
Si  3.9987  5.4579  6.6193  0.0012  -0.0108  0.0025
Si  7.6008  5.7654  6.7604  0.0029  -0.0129  0.0006
Si  2.0469  6.7704  6.8717  0.0001  0.0102  0.0018
Si  5.6369  7.1141  6.7039  -0.0046  0.0112  0.0046
Si  9.6833  6.9457  6.8645  0.0009  0.0067  -0.0018
O  7.2822  4.6623  7.969  -0.0001  0.0017  0.0003
O  9.6354  2.601  8.2762  -0.0002  -0.0046  -0.006
O  3.8082  10.1308  7.9347  -0.0009  0.0025  -0.0007
O  5.8509  2.3893  8.1226  -0.0003  -0.0059  -0.0021
O  4.5091  4.6448  8.0006  -0.0017  0.0017  -0.0034
O  2.4062  2.1579  8.2235  -0.0022  -0.0013  0.0001
O  -0.0488  4.4477  8.2715  -0.0005  0.004  -0.0059
O  11.5621  10.0503  8.023  -0.0017  -0.0007  0.0012
O  2.4215  7.7929  8.1446  0.002  -0.0029  -0.001
O  5.1261  7.8571  8.1427  0.0027  -0.0054  -0.0061
O  9.7081  8.0677  8.1026  0.0008  0.0025  0.0028
O  7.3632  10.1722  8.1044  0.004  -0.0006  0.0015
O  7.4756  4.0964  23.2192  0.0063  0.0015  -0.0029
O  5.8543  11.2375  20.8531  -0.0015  0.0009  -0.001
O  9.3992  2.297  22.6253  -0.0044  0.0001  0.0026
O  6.3076  7.4503  22.8004  -0.0013  -0.0034  0.0041
O  3.5702  4.4745  22.4837  0.0006  0.0021  0.0076
O  5.3806  2.0032  22.9766  0.0088  -0.0114  0.0052
O  11.2834  5.5581  22.1646  0.0005  -0.0006  0.0144
O  2.2802  2.1499  22.4971  -0.002  -0.0045  0.0057
O  7.7788  10.2448  22.4537  0.0003  0.0012  0.0107
O  2.081  3.6539  20.3171  0.0018  -0.0018  0.0014
O  9.5099  7.4598  22.6153  -0.0042  0.0024  0.0072
O  11.7919  9.9717  22.5129  0.0005  0.0053  0.0098
Si  5.439  3.2074  13.0287  0.0004  -0.0069  0.0038
Si  1.8073  12.8383  9.7302  0.0007  0.0005  0.004
Si  8.2552  5.4909  20.0587  0.0048  -0.0073  -0.0016
Si  5.9046  3.9689  8.5378  0.0009  0.0039  0.0052
Si  8.3743  3.3911  17.7892  0.0007  -0.0028  -0.0034
Si  -0.7232  -5.0463  14.5242  -0.0019  -0.0006  -0.0011
Si  3.7502  8.6501  8.5988  -0.0032  -0.0017  0.0054
Si  5.6751  1.8339  21.3847  0.0036  0.008  0.0022
Si  14.9457  8.545  21.8582  0.0027  -0.0026  -0.002
Si  10.8299  3.2846  9.192  -0.0016  -0.0011  0.0039
Si  -2.9323  -10.5156  18.4236  -0.0025  -0.0029  -0.0024
Si  6.1641  11.6246  11.6397  -0.0037  -0.0013  0.0052
Si  1.8996  6.4545  13.0263  -0.0035  -0.0034  0.0057
Si  9.5537  -2.3894  13.7039  -0.0016  -0.0109  -0.0032
Si  3.6607  1.916  16.7403  -0.0006  -0.0023  -0.0017
Si  3.2615  10.357  11.03  -0.0018  -0.0025  0.0017
Si  3.0839  3.2177  21.5418  0.0028  -0.0018  -0.0064
Si  2.5028  3.4892  12.3036  -0.0023  0.0004  0.0003
Si  1.7743  3.0721  18.8153  0.002  -0.0012  -0.0027
Si  5.8718  9.5124  13.817  0.0012  0.0018  0.003
Si  10.4787  6.8306  21.4238  0.0004  -0.0009  -0.0026
Si  10.5328  9.2065  8.9429  -0.0034  0.0044  0.011
Si  2.9532  -1.8228  13.8382  -0.0018  -0.0001  0.0033
Si  7.822  -0.7369  9.6667  0.0043  -0.014  0.013
Si  6.7292  -5.9396  11.3408  -0.0017  -0.0051  -0.0024
Si  7.1834  10.264  20.9318  0.0015  -0.0006  -0.0026
Si  11.2399  7.7316  11.4542  -0.0025  -0.0009  0.0021
Si  6.0709  7.4657  21.1882  -0.0035  -0.0001  -0.0021
Si  0.1663  0.2763  18.5624  0  -0.0017  -0.0033
Si  7.0308  -2.9617  11.75  0.0059  0.0171  0.0021
Si  9.8243  4.9862  11.7323  0.0038  -0.0031  0.002
Si  7.9642  -0.5505  15.6043  -0.002  -0.0012  0.0006
Si  13.3637  10.6541  16.039  0.001  -0.0021  -0.0018
Si  8.2323  3.2805  22.0412  -0.0053  0.0006  -0.0075
Si  13.0446  2.3515  14.8263  -0.0013  -0.003  0.0039
Si  6.5624  2.2731  15.7924  -0.0011  -0.0025  0.0012
Si  -0.3056  4.002  16.8467  -0.0043  -0.0021  -0.0005
Si  0.6554  9.3602  21.0672  0.0028  -0.0002  -0.0035
O  1.0856  7.0883  11.7735  0.0004  -0.0028  0.0036
O  14.1993  5.0986  12.482  -0.0018  0.0002  -0.001
O  -2.3629  -1.0897  14.6753  0.0005  -0.0028  -0.0017
O  10.4817  3.9543  10.6419  -0.0002  0.0023  0.0009
O  -5.7572  2.976  14.5477  0.0006  0.0001  -0.0069
O  3.019  -3.4254  13.543  -0.0009  -0.0025  -0.0027
O  7.1219  2.5272  21.1203  -0.0053  -0.0029  0.0095
O  4.3648  9.7571  14.3341  -0.0007  -0.0007  -0.0014
O  6.7608  -1.5818  15.176  0.0001  0.0002  -0.0021
O  3.1184  0.3653  16.7083  -0.0005  -0.0017  0.0001
O  8.8948  4.37  21.0628  -0.0052  -0.0006  0.0031
O  11.4575  8.5076  10.0621  -0.0055  0.0023  -0.0043
O  0.8588  4.174  17.9957  -0.0008  -0.0033  -0.0011
O  2.2685  3.0974  10.7414  -0.0002  -0.0017  0.0007
O  7.5144  1.0121  15.3418  0  -0.0023  0.0004
O  2.3584  7.6368  22.7821  0.0018  0.0004  -0.001
O  -3.6187  1.9142  18.4032  0.0001  -0.0014  0.0008
O  8.2882  8.1117  12.7731  -0.0131  -0.0033  -0.0093
O  4.1074  -1.2881  22.8084  -0.0036  0.0007  0.0024
O  3.8928  -8.1097  12.7851  0.0025  0.0006  -0.0007
O  9.9765  3.4013  17.5617  0.0036  0.0012  -0.0011
O  11.7138  10.3127  19.8926  -0.0004  -0.0017  0.0009
O  7.9714  4.7211  18.6527  0.0001  0.0036  0.0068
O  8.2024  -0.6057  17.222  0.0003  0.0008  0.0017
O  8.2577  4.58  11.6906  -0.0033  -0.0008  -0.0017
O  0.9762  1.6495  18.8737  -0.0002  -0.0013  0.0009
O  6.8109  6.1573  20.5132  -0.0003  -0.001  -0.0017
O  -1.3561  0.656  18.2088  -0.0021  -0.001  0.0011
O  6.3067  2.231  12.0707  -0.0031  0.0015  0.0022
O  11.5914  7.889  20.9035  0.0017  0.0017  0.001
O  6.7685  6.5729  11.0058  0.0013  0.0089  0.0001
O  4.3718  2.5588  20.7434  0.0028  -0.0025  0.0059
O  3.1915  2.7599  18.0588  -0.0027  -0.0008  0.0021
O  6.0168  4.1671  10.1375  0.0025  0.0027  0.0004
O  3.5906  8.9771  10.194  -0.0008  0.0007  -0.0027
O  9.5129  6.5538  20.1088  -0.0043  -0.0067  0.0009
O  10.3475  4.8959  13.2991  0.0019  0.0026  0.0003
O  0.1898  2.0097  9.5482  0.0006  -0.0001  -0.0024
O  9.4542  10.1882  9.6867  -0.014  -0.0055  -0.0104
O  12.3629  -0.5668  17.2907  -0.0013  -0.0009  0.0015
O  7.2598  0.5764  10.4382  0.0031  -0.0106  -0.0043
O  6.7558  8.7624  20.505  -0.0016  0.0015  0.0005
O  7.4943  3.4568  16.4222  -0.0001  -0.0011  0.0005
O  8.3315  -0.2267  19.873  0.0009  -0.0006  -0.0021
O  -0.7955  5.3362  16.0522  -0.0005  -0.0009  -0.0031
O  -5.8093  4.7456  12.6472  -0.0001  0.0003  -0.0009
O  4.4304  7.6277  21.0203  0.0009  0.0004  0.0022
O  10.7795  8.791  12.6323  -0.0128  -0.004  0.0031
O  13.7998  11.3606  10.2954  0.0007  -0.0019  -0.002
O  2.9287  2.6743  15.4641  -0.0024  -0.0015  -0.0002
O  0.2467  3.01  15.692  0.0028  -0.0025  0.0009
O  6.5439  -0.2  12.9617  -0.0018  -0.0018  -0.0022
O  2.2873  9.2997  20.8669  -0.0052  -0.0007  0.0011
O  9.9784  -3.6845  14.6011  0.0005  0.0069  -0.0095
O  2.5777  9.9231  12.4569  0.0001  -0.0012  -0.0028
O  10.1339  -4.4108  11.2442  0.0009  -0.0005  -0.0017
O  7.1823  8.9498  10.4651  0.0194  -0.002  0.0158
O  1.1615  0.7549  14.9254  -0.0001  0.0027  -0.002
O  4.6602  11.1903  11.1871  0.0021  0.0003  -0.0007
O  0.8636  6.1659  14.2509  0.0034  -0.0024  -0.0088
O  1.3483  2.8682  13.2829  0.0005  -0.0007  -0.0014
O  5.2915  1.8444  16.7416  0.0006  0.0001  -0.0004
O  1.979  -1.6304  15.1426  0.0014  -0.001  -0.0022
O  5.7691  8.2735  12.7499  0.0205  -0.0033  -0.014

Results
free energy: -142857.260 eV
free energy less fixed offsets of O -568.88, Si -635.61 eV per atom: 3.240 eV

The program warned: the cutoff lies below the one the program advises for these potential files; the forces do not sum to zero within the program's tolerance; the exchange-correlation potential is rough where the density is thin.
